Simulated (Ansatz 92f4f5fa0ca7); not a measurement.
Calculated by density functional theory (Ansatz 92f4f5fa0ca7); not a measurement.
Periodic cell of 192 atoms, Si128O64, from a study of silicon, its oxide and their interface. The atomic structure is a simulated model.

Settings: functional r2SCAN; potential files Ansatz PAW; basis plane waves; wave-function cutoff 800 eV; density cutoff ratio 5; exchange-correlation grid ratio 1; k mesh 1 x 1 x 1, shifted by 0.5 0.5 0 of a step; self-consistency stop 1e-10 eV per atom in the density residual; occupations fixed; spin none; net charge 0.

Cell vectors (angstrom)
a, 10.88, 0, 0
b, 0, 10.88, 0
c, 5.2363, -0.2075, 29.9364

Atoms and the computed forces on them: element, x, y, z (angstrom), force x, y, z (eV/angstrom)
Si, 1.6131, -1.6123, -0.005, 0.0097, 0.0042, 0.169
Si, 4.3775, 1.1271, 0.1239, -0.0142, -0.0091, 0.1488
Si, 1.1034, 4.331, 0.0108, -0.0071, -0.0029, 0.1719
Si, 3.8269, -3.8267, -0.0047, 0.0059, 0.0092, 0.1685
Si, -4.3129, -1.0624, 0.1245, -0.0081, -0.0138, 0.148
Si, -1.6643, 1.5894, 0.1316, 0.0202, 0.0068, 0.1486
Si, 7.0294, 3.7751, 0.1316, 0.0114, 0.0167, 0.1488
Si, -1.1093, -4.3365, 0.0104, -0.0032, -0.0079, 0.1724
Si, 2.741, -0.0361, 1.337, 0.0083, -0.0137, 0.0107
Si, 5.4899, 2.664, 1.4866, -0.0009, 0.0007, 0.0254
Si, 2.6943, -5.4111, 1.3283, -0.0055, 0.0085, 0.0274
Si, 5.4033, -2.699, 1.3371, -0.0108, 0.0122, 0.0089
Si, -2.7755, 0.0499, 1.4866, 0.0002, -0.0007, 0.0255
Si, -0.028, 2.7507, 1.3441, -0.006, 0.0128, 0.0099
Si, 8.1905, 5.4118, 1.3437, 0.0074, -0.0114, 0.0094
Si, 0.0282, -2.7449, 1.3277, 0.0049, -0.0099, 0.0283
Si, 1.3576, 1.3563, 2.6525, 0.002, 0.0081, 0.0103
Si, 4.067, 4.094, 2.6846, 0.0053, -0.0122, 0.0134
Si, 1.3615, -4.0773, 2.7538, -0.0056, 0.0005, 0.0422
Si, 4.0696, -1.3701, 2.7594, 0.0025, 0.0048, 0.0603
Si, 6.7985, 1.3579, 2.9054, -0.002, -0.0006, 0.044
Si, 9.5229, 4.0831, 2.7655, 0.0001, 0.007, 0.0589
Si, 6.7955, 6.797, 2.6516, 0.0019, 0.0064, 0.0083
Si, -1.346, -1.3729, 2.6853, -0.0158, 0.0082, 0.0149
Si, 0.0103, 0.0012, 4.0476, 0.0002, 0.0069, -0.0113
Si, 2.7077, 2.7173, 4.0379, 0.0041, -0.0005, -0.0208
Si, 0.0008, 5.442, 4.1066, 0.0015, 0.0045, -0.0328
Si, 2.7171, -2.7217, 4.1173, -0.0005, 0.0003, -0.0268
Si, 5.41, -0.0308, 4.1554, 0.0119, 0.0116, -0.0149
Si, 8.1851, 2.7445, 4.1662, -0.0124, -0.0157, -0.0135
Si, 5.4404, 5.4497, 4.047, 0.0066, 0, -0.0153
Si, 8.156, -2.7333, 4.0368, -0.0043, 0.003, -0.0222
Si, 1.3538, -1.3578, 10.8537, 0.002, 0.0036, -0.0106
Si, 4.0935, 1.3545, 10.9211, -0.0059, 0.0098, -0.021
Si, 1.3544, 4.0933, 10.9207, 0.0103, -0.0118, -0.0211
Si, 4.0491, -4.0915, 10.8315, 0.0142, -0.0085, -0.0152
Si, 6.8064, -1.3416, 10.9181, 0.0066, -0.004, -0.022
Si, -1.3589, 1.3544, 10.8547, 0.0024, -0.0019, -0.0089
Si, 6.7884, 4.0486, 10.8319, -0.0071, 0.0131, -0.0141
Si, -1.3424, 6.8068, 10.9174, -0.0064, 0.0034, -0.0232
Si, 2.685, -0.0106, 12.2378, 0.0319, 0.0168, 0.003
Si, 5.4804, 2.7196, 12.264, -0.0059, -0.0032, 0.0122
Si, 2.7196, 5.4804, 12.2637, 0.0018, -0.0036, 0.0094
Si, 5.3855, -2.7377, 12.1823, 0.0034, 0.0038, 0.0042
Si, -2.6759, 0.0253, 12.2693, -0.0196, -0.0111, 0.0167
Si, -0.0108, 2.6856, 12.2381, 0.0214, 0.0295, 0.0022
Si, 8.142, 5.3859, 12.182, 0.0083, 0.0077, 0.004
Si, 0.0248, -2.6751, 12.2686, -0.0178, -0.0147, 0.0143
Si, 1.3385, 1.3387, 13.6357, -0.0054, -0.0088, -0.0726
Si, 4.0956, 4.0957, 13.5801, 0.0047, 0.0074, -0.0171
Si, 1.3772, -4.0147, 13.6449, -0.0077, -0.0229, -0.0347
Si, 4.016, -1.4098, 13.564, 0.0013, 0.011, -0.0727
Si, -4.0153, 1.3777, 13.6452, -0.0183, -0.0029, -0.0325
Si, -1.4102, 4.0169, 13.564, 0.0128, 0.0016, -0.073
Si, 6.7585, -4.1214, 13.4693, 0.0005, 0, -0.0678
Si, -1.2959, -1.2956, 13.6612, -0.0148, -0.0187, -0.0543
Si, 0.0286, 0.0291, 15.16, 0.0132, 0.012, 0.0208
Si, 2.7427, 2.7425, 14.9158, 0.005, 0.0078, -0.0286
Si, -0.0499, -5.4374, 14.8163, 0.0161, -0.0035, 0.0059
Si, 2.6857, -2.6685, 15.103, 0.0152, -0.0233, 0.0072
Si, 5.4415, -0.0492, 14.8159, -0.0048, 0.0154, 0.0071
Si, -2.6689, 2.6865, 15.1026, -0.0182, 0.0111, 0.0085
Si, 5.4459, 5.4461, 14.9307, -0.0078, -0.0071, -0.0364
Si, -2.7471, -2.7471, 14.7564, -0.0088, -0.014, 0.0024
Si, 1.6878, -0.9954, 16.5202, 0.0005, -0.0366, -0.1809
Si, 3.9722, 1.157, 16.1276, -0.0386, -0.0013, -0.1186
Si, 1.1569, 3.9725, 16.1262, -0.0034, -0.0357, -0.1179
Si, 4.3466, -3.8388, 16.2594, -0.0159, -0.0015, -0.163
Si, 6.5874, -1.6375, 16.074, -0.0492, -0.023, -0.1448
Si, -0.996, 1.6887, 16.5197, -0.0384, 0.0017, -0.1821
Si, -3.8391, 4.3469, 16.2598, 0.0042, -0.0134, -0.1638
Si, -1.638, -4.2917, 16.0756, -0.0279, -0.0484, -0.1448
Si, 1.3342, 1.3796, -4.2514, -0.0093, 0.0076, 0.0763
Si, -2.5758, 0.2532, 21.1746, -0.0755, 0.0196, -0.0083
Si, 6.8153, -4.1026, -4.2501, 0.0128, -0.0069, 0.0747
Si, -0.5084, 1.5885, 19.4958, -0.0434, -0.0058, -0.1198
Si, -1.6327, -3.766, 18.913, -0.0085, -0.0147, -0.0673
Si, 2.4601, -5.1739, -7.2945, -0.0149, 0.021, 0.0156
Si, 0.252, -2.5743, 21.1758, 0.0169, -0.0702, -0.0099
Si, 0.2612, -2.975, -7.2957, 0.0177, -0.0214, 0.0176
Si, 4.4348, -3.0627, -6.0816, -0.0203, -0.0239, 0.0024
Si, 7.1115, -1.6293, 18.9112, -0.0259, -0.007, -0.0646
Si, 2.9822, 5.214, 18.3071, 0.002, 0.0163, -0.1225
Si, 4.5905, -1.1046, 20.463, 0.0264, 0.012, -0.0153
Si, 5.2141, 2.982, 18.3082, 0.0219, 0.0068, -0.1257
Si, 3.007, 2.962, -2.1069, -0.0002, 0.0013, 0.1028
Si, 1.5863, -0.5069, 19.4962, -0.0078, -0.0426, -0.12
Si, 1.7163, -5.1069, 21.169, 0.0072, -0.0034, -0.012
Si, -2.478, -2.4326, -2.1066, -0.002, -0.0033, 0.1036
Si, 0.3475, 3.6389, -6.2504, 0.0168, 0.018, -0.0129
Si, 2.3723, -1.0004, -6.0845, -0.0208, -0.0209, 0.0019
Si, -1.1065, 4.5923, 20.4637, 0.0142, 0.0277, -0.0157
Si, 5.1988, 5.1406, -2.1075, 0.0043, 0.0066, 0.1067
Si, -0.2992, -0.2407, -2.1081, 0.0041, 0.0054, 0.1079
Si, 5.772, 1.7173, 21.1709, -0.0091, 0.007, -0.0149
Si, -1.8066, -5.0872, -6.2522, 0.0206, 0.0209, -0.0136
Si, 1.3529, -1.3444, 5.447, 0.0033, -0.0159, 0.0245
Si, 4.0474, 1.369, 5.4443, 0.0241, -0.0041, 0.0228
Si, 1.3646, 4.0651, 5.4314, -0.004, 0.017, 0.0188
Si, 4.0941, 6.7925, 5.4452, -0.0115, 0.0036, 0.0219
Si, 6.8087, -1.3952, 5.4447, -0.0018, 0.018, 0.0238
Si, -1.3282, 1.3482, 5.4599, -0.0248, 0.0064, 0.0263
Si, 6.7874, 4.1107, 5.4583, 0.0049, -0.0215, 0.023
Si, -1.3779, -4.0753, 5.4319, 0.0115, 0, 0.0186
Si, 2.7083, 0.0142, 6.8192, 0.011, 0.0061, 0.0097
Si, 5.4242, 2.7236, 6.7917, -0.0014, -0.011, 0.0159
Si, 2.723, 5.4254, 6.7891, -0.0066, 0.0004, 0.0113
Si, 5.4516, -2.7346, 6.8188, 0.006, 0.0095, 0.0052
Si, -2.7149, -0.0196, 6.7909, -0.0174, -0.0023, 0.0169
Si, 0.0221, 2.7177, 6.8185, 0.0059, 0.0087, 0.0094
Si, -2.7257, -5.42, 6.8183, 0.0002, -0.0018, 0.0062
Si, -0.0188, -2.715, 6.7885, -0.0119, -0.0139, 0.0128
Si, 1.3712, 1.3722, 8.1957, -0.0072, -0.0136, 0.0027
Si, 4.0665, 4.0679, 8.16, 0.015, 0.0106, 0.0072
Si, 1.349, 6.7941, 8.1331, 0.0119, 0.0073, -0.0043
Si, 4.0887, -1.3524, 8.16, 0.0028, -0.015, 0.0029
Si, 6.7938, 1.349, 8.1336, 0.0116, 0.01, 0.0025
Si, -1.3524, 4.0891, 8.1601, -0.0194, -0.0135, 0.0035
Si, 6.806, -4.0744, 8.1959, -0.0076, -0.0125, -0.0068
Si, -1.3698, -1.3706, 8.1658, 0.0084, 0.009, 0.0031
Si, -0.008, -0.006, 9.5054, 0.0026, 0.008, -0.0105
Si, 2.7314, 2.7306, 9.5665, -0.0022, -0.0083, 0.0008
Si, 0.0076, 5.45, 9.533, -0.0121, -0.0093, -0.0048
Si, 2.7029, -2.7196, 9.4853, 0.0054, -0.0006, -0.0167
Si, 5.4494, 0.0074, 9.533, -0.0068, -0.0117, -0.0029
Si, 8.1604, 2.7033, 9.4852, -0.0013, 0.0034, -0.0138
Si, 5.4253, 5.4241, 9.5039, 0.0072, -0.0008, -0.0169
Si, 8.1653, -2.7132, 9.5607, -0.0233, -0.019, 0.0005
O, 5.5756, 2.4206, 19.7488, 0.0099, -0.0166, 0.0598
O, 2.4388, 2.1397, -3.3581, 0.0142, -0.0094, -0.0685
O, 2.8659, 0.124, 16.7322, -0.0092, -0.0045, 0.0676
O, 5.5025, -2.7436, 16.6154, 0.0282, 0.0062, 0.0897
O, 0.2399, 5.1103, 21.2116, -0.011, -0.0016, 0.0327
O, 6.4611, 3.7959, 17.6832, 0.0029, -0.0174, 0.1025
O, 0.2393, 0.6071, -3.3559, -0.0109, 0.0118, -0.067
O, 3.7597, 1.9058, -1.1534, -0.0137, 0.0208, -0.0843
O, 5.4678, 0.0277, -0.4275, 0.0014, 0.0009, -0.0611
O, -0.8493, -3.788, -6.4408, 0.0012, 0.0216, 0.0046
O, 1.5365, -3.524, 21.4115, 0.0123, 0.046, 0.0065
O, 3.7965, -4.4189, 17.6831, -0.0127, 0.0048, 0.0991
O, 5.5326, -1.5623, 19.2319, -0.0217, -0.0063, 0.0205
O, 0.9456, -0.9326, -1.3296, -0.0167, 0.0327, -0.0985
O, -1.3384, -1.3867, -2.5824, 0.0003, -0.0025, -0.0607
O, -0.0019, 5.4383, -0.5002, 0.0032, 0.0032, -0.0695
O, 7.3466, -1.6803, -1.1522, 0.0195, -0.0204, -0.0864
O, 7.3545, 1.5366, 21.4156, 0.0432, 0.0102, 0.0054
O, 0.1237, 2.8665, 16.7315, -0.0074, -0.0054, 0.0681
O, -1.1319, 0.8041, 20.7615, 0.0316, -0.0192, 0.0517
O, 6.2402, 4.3911, -1.138, -0.0241, 0.0114, -0.0844
O, 3.4713, -1.9627, -5.3849, 0.0068, 0.0053, 0.008
O, 1.7745, 3.6546, -1.312, 0.0183, -0.0316, -0.0978
O, 1.0365, 1.0382, 19.363, 0.0069, 0.0077, 0.0512
O, -1.2918, 1.2617, 18.0836, 0.0226, -0.0111, 0.1461
O, 5.1083, 0.2413, 21.212, -0.0002, -0.0121, 0.0329
O, 6.0472, -5.2003, -3.3545, 0.012, -0.0101, -0.0671
O, 1.2599, -1.2906, 18.0841, -0.0113, 0.0199, 0.146
O, 2.0493, 0.2586, -5.1513, 0.0233, -0.0077, -0.0206
O, -1.5662, -5.3449, 19.2339, 0.0002, -0.0135, 0.0183
O, 3.1506, -0.7104, 19.8478, 0.015, 0.0016, 0.0139
O, 8.136, -5.3772, 16.6162, 0.0102, 0.0278, 0.0902
O, 7.935, -4.8176, -5.1529, 0.0062, -0.0245, -0.0044
O, 7.3304, -1.0588, 17.4086, 0.0236, 0.0305, 0.0982
O, 1.0378, -1.877, -6.3853, -0.0006, 0.009, 0.0068
O, 7.7556, -3.1212, 19.027, -0.0035, -0.0076, 0.0355
O, -1.048, 0.8011, -1.1384, 0.0162, -0.0215, -0.0857
O, 4.9989, -2.4007, -7.438, 0.0036, 0.0409, -0.0201
O, -0.9035, 4.5424, -5.7818, -0.0137, -0.0126, 0.0145
O, 0.6167, 2.5022, -5.1489, -0.0217, 0.0034, -0.0071
O, 4.5065, -4.4949, -1.3288, 0.0276, -0.0219, -0.0974
O, 3.5579, -4.3966, -6.3844, 0.0073, -0.0023, 0.0081
O, 4.8482, 1.7316, 17.365, 0.05, 0.0103, 0.0662
O, 5.6901, -3.3862, -5.1438, -0.0049, 0.0227, -0.0232
O, 1.3753, -4.06, -7.8475, 0.0034, 0.0054, -0.0448
O, 7.8341, -0.6517, 19.9406, 0.0333, 0.0091, 0.0107
O, 7.5786, -2.9997, -3.3575, -0.01, 0.0165, -0.0688
O, -1.7853, -3.6657, -1.3128, -0.0244, 0.0209, -0.0996
O, -0.0552, 2.9005, -7.6346, -0.0201, -0.0027, 0.0033
O, -0.712, 3.153, 19.8471, 0.0049, 0.0126, 0.0121
O, -2.3582, 4.6815, 21.5018, -0.0071, -0.0183, -0.0007
O, -0.6572, -3.0431, 19.9443, 0.0092, 0.0328, 0.0137
O, 3.0354, -0.4415, -7.4426, 0.0423, 0.0032, -0.017
O, -2.5437, 5.3898, -7.637, 0.001, -0.0202, 0.0041
O, 2.419, -5.305, 19.7471, -0.0117, 0.0124, 0.0532
O, 4.6812, -2.3573, 21.4998, -0.0205, -0.0055, 0.0018
O, 2.7176, -2.7219, -0.5133, -0.0023, -0.0002, -0.0703
O, 8.1285, 2.6883, -0.4262, 0.0009, -0.0018, -0.0622
O, -1.0606, -3.5482, 17.4107, 0.0323, 0.0247, 0.0945
O, 1.6466, 4.5962, -6.4393, 0.0192, -0.0005, 0.0041
O, 3.936, 3.9358, 18.4064, -0.016, -0.0142, 0.0519
O, 0.8016, -1.1301, 20.7619, -0.0162, 0.0316, 0.0512
O, 1.7325, 4.8486, 17.363, 0.0119, 0.052, 0.0651
O, 4.0529, 4.1015, -2.5826, -0.0008, 0.0009, -0.0575

Results
free energy: -118378.522 eV
free energy less fixed offsets of O -570.45, Si -639.56 eV per atom: -6.042 eV

The program warned: the cutoff lies below the one the program advises for these potential files; the forces do not sum to zero within the program's tolerance; empty levels may hold ghost states of the PAW files; the exchange-correlation potential is rough where the density is thin.
